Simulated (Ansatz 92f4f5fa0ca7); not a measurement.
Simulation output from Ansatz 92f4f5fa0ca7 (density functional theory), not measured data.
Periodic cell of 224 atoms, Si133O90H1, from a study of silicon, its oxide and their interface. The atomic structure is a simulated model.
Doubt: the cutoff is far below the 930 eV that the study's wrapper takes by default for these files, so forces and energies are approximate.
This geometry differs little from another in the collection (a relaxation step or a small displacement).

Settings: functional PBE; potential files Ansatz PAW; basis plane waves; wave-function cutoff 580 eV; density cutoff ratio 5; exchange-correlation grid ratio 1; k mesh 1 x 1 x 1, Gamma-centred; self-consistency stop 5e-08 eV per atom in the density residual; occupations fixed; spin none; net charge +1 e, with a uniform compensating background and no finite-size correction.

Cell vectors (angstrom)
a	10.938	0	0
b	0	10.938	0
c	0	0	32.2295

Atoms: element, x, y, z (angstrom)
Si	0.1335	-0.2573	24.8731
Si	5.2418	0.069	24.8934
Si	3.1274	2.4457	24.7474
Si	7.8428	2.9181	24.6924
Si	-0.3131	5.5599	24.5562
Si	5.8146	5.3847	24.5783
Si	2.3161	8.4128	24.7962
Si	8.5665	7.9339	24.9573
Si	1.3926	1.3903	26.0166
Si	6.8053	1.3341	26.1136
Si	4.1828	4.1778	25.947
Si	9.5134	4.0274	25.9803
Si	1.2732	6.7115	26.0126
Si	6.8861	6.8032	26.1211
Si	4.0019	9.4687	26.1181
Si	9.6502	9.5089	26.2859
Si	2.7145	0.0056	27.4548
Si	8.2099	-0.0036	27.4719
Si	0.0005	2.7329	27.392
Si	5.459	2.7676	27.4362
Si	2.7517	5.4495	27.3791
Si	8.2378	5.4196	27.4548
Si	0.0674	8.1083	27.5238
Si	5.4711	8.1748	27.4414
Si	4.1018	1.3673	28.8112
Si	9.5708	1.3673	28.8112
Si	1.3673	4.1018	28.8112
Si	6.8362	4.1018	28.8112
Si	4.1018	6.8362	28.8112
Si	9.5708	6.8362	28.8112
Si	1.3673	9.5708	28.8112
Si	6.8362	9.5708	28.8112
Si	0	0	30.1785
Si	5.469	0	30.1785
Si	2.7345	2.7345	30.1785
Si	8.2035	2.7345	30.1785
Si	0	5.469	30.1785
Si	5.469	5.469	30.1785
Si	2.7345	8.2035	30.1785
Si	8.2035	8.2035	30.1785
Si	1.3673	1.3673	31.5457
Si	6.8362	1.3673	31.5457
Si	4.1018	4.1018	31.5457
Si	9.5708	4.1018	31.5457
Si	1.3673	6.8362	31.5457
Si	6.8362	6.8362	31.5457
Si	4.1018	9.5708	31.5457
Si	9.5708	9.5708	31.5457
Si	2.7345	0	0.6835
Si	8.2035	0	0.6835
Si	0	2.7345	0.6835
Si	5.469	2.7345	0.6835
Si	2.7345	5.469	0.6835
Si	8.2035	5.469	0.6835
Si	0	8.2035	0.6835
Si	5.469	8.2035	0.6835
Si	4.1018	1.3673	2.0507
Si	9.5708	1.3673	2.0507
Si	1.3673	4.1018	2.0507
Si	6.8362	4.1018	2.0507
Si	4.1018	6.8362	2.0507
Si	9.5708	6.8362	2.0507
Si	1.3673	9.5708	2.0507
Si	6.8362	9.5708	2.0507
Si	0	0	3.418
Si	5.469	0	3.418
Si	2.7345	2.7345	3.418
Si	8.2035	2.7345	3.418
Si	0	5.469	3.418
Si	5.469	5.469	3.418
Si	2.7345	8.2035	3.418
Si	8.2035	8.2035	3.418
Si	1.3845	1.4016	4.8628
Si	6.8388	1.3614	4.8985
Si	4.0792	4.0735	4.7586
Si	9.5489	4.0612	4.7603
Si	1.3694	6.9173	4.7272
Si	6.8083	6.8432	4.7099
Si	4.0972	9.6134	4.8942
Si	9.5274	9.6573	4.703
Si	2.7768	0.1555	6.3905
Si	8.3139	-0.0359	6.2898
Si	0.0067	2.8195	6.2304
Si	5.4286	2.7917	6.2437
Si	2.6944	5.5005	6.023
Si	8.142	5.441	6.0172
Si	0.021	8.4054	5.9974
Si	5.5597	8.189	6.1705
Si	4.0919	1.6461	7.8517
Si	9.8148	1.2871	7.6723
Si	0.9225	4.7094	7.383
Si	6.6275	4.3752	7.5035
Si	4.3485	6.5184	7.312
Si	9.5676	6.9173	7.0674
Si	1.1151	9.8606	7.5486
Si	7.379	9.0568	7.4726
O	9.5713	6.807	24.2702
O	4.1786	1.2238	24.425
O	8.523	7.9196	7.9282
O	3.2608	2.5021	9.0172
O	6.8244	4.1273	24.1839
O	2.8347	7.7064	23.4183
O	5.4691	5.4737	7.9307
O	0.1549	0.1707	8.5667
O	7.2326	3.7853	8.9158
O	6.7941	9.6135	8.8986
O	10.6717	5.8517	7.7924
O	1.5558	8.8667	8.7789
O	5.242	0.8293	8.7235
O	1.4233	4.3507	8.8838
O	9.1293	1.992	8.9791
O	3.4236	6.9495	8.5987
O	7.9797	8.7874	23.7142
O	8.3294	2.1905	23.3004
O	5.4853	6.2782	23.2133
O	2.83	2.983	23.223
O	12.1864	-1.3501	24.3249
O	0.0591	4.8828	23.0786
O	4.0439	7.4046	21.1896
O	10.9691	21.048	20.7999
Si	5.3774	4.8443	16.7167
Si	0.5399	8.765	20.0691
Si	6.0728	9.3185	12.1569
Si	13.3498	4.8837	12.664
Si	8.6489	2.9773	12.8749
Si	9.8772	0.0277	12.75
Si	2.0768	3.2665	9.8779
Si	2.5912	-3.7302	21.8886
Si	17.7073	7.0239	15.523
Si	7.0811	11.1135	18.6512
Si	8.5379	3.3295	9.7914
Si	3.4879	13.1006	14.0153
Si	5.8194	0.4632	14.3634
Si	6.9777	5.9618	19.2645
Si	0.8111	4.7778	21.5996
Si	13.6701	-0.9881	18.2206
Si	3.3249	2.8207	17.078
Si	5.3968	10.2848	9.3676
Si	9.5197	6.5487	16.5283
Si	16.4809	7.0506	21.7476
Si	9.7975	4.7841	19.0765
Si	1.8789	-0.3382	12.7284
Si	5.2038	20.5141	16.5921
Si	8.4514	8.1017	12.9549
Si	11.4391	0.5597	10.2947
Si	7.0129	9.5975	22.7175
Si	11.3277	11.6747	20.8796
Si	-0.6223	-5.2541	13.5417
Si	4.4283	1.1597	19.5785
Si	3.0102	8.3335	9.3123
Si	1.0021	1.3305	17.8162
Si	3.3751	7.9052	12.4206
Si	2.5146	2.3097	21.7703
Si	7.3033	2.7222	15.4199
Si	8.8128	8.4368	18.5899
Si	9.0523	0.9149	22.5951
Si	9.2493	2.2031	17.5502
O	6.1731	8.3124	16.3012
O	5.0189	1.7042	13.6428
O	13.1133	5.6487	21.7742
O	6.5127	10.4337	13.2535
O	2.508	9.1338	13.1291
O	1.6449	0.9263	21.925
O	2.9289	8.0255	10.8685
O	3.5436	-0.2183	19.4233
O	10.309	-4.7458	15.1228
O	9.5792	-4.0124	12.7016
O	3.8219	4.3756	16.9293
O	8.208	9.9318	18.8981
O	9.4085	8.1299	17.0524
O	14.3339	2.0651	15.6295
O	7.4707	7.5896	14.163
O	11.8518	5.3894	13.0693
O	4.9376	8.2693	12.6743
O	6.2186	6.025	20.6955
O	9.9333	14.1684	18.6125
O	5.5279	5.9461	15.4934
O	7.5648	7.4334	18.8851
O	1.5987	8.9569	18.8374
O	12.35	3.3376	21.1341
O	8.1426	2.9173	11.315
O	10.0813	-2.8519	19.5698
O	-0.2057	-5.7748	20.3681
O	6.0489	10.5753	17.5314
O	3.2306	6.3155	12.7979
O	6.0194	0.7433	19.8028
O	10.1695	5.6945	17.7572
O	1.7143	-0.2495	11.0469
O	8.2266	4.9479	19.463
O	6.1512	14.4237	16.2538
O	11.8169	1.2215	19.424
O	7.4009	14.2023	13.8813
O	4.8455	10.4134	15.2323
O	9.6352	4.2371	13.195
O	8.7316	2.9378	16.1845
O	7.9451	6.1552	16.2729
O	4.2417	2.065	18.2157
O	4.0928	9.4571	8.8423
O	5.421	-0.6994	10.9745
O	9.9446	12.4167	21.3492
O	1.7441	2.756	17.4919
O	10.1037	0.2484	23.6522
O	6.3694	8.4748	21.7272
O	2.5031	4.1507	11.1766
O	-1.6766	1.4721	13.2186
O	2.635	11.9508	13.2166
O	-0.4708	23.0678	17.1316
O	7.9511	10.7627	22.0476
O	6.9689	1.1209	15.3137
O	1.9469	0.1039	17.282
O	9.6232	4.5126	9.98
O	14.7395	9.1195	17.2993
O	0.4129	-0.1806	13.3992
O	10.0694	0.1844	11.0872
O	7.3856	-2.5179	11.7283
O	0.9319	2.1279	10.2489
O	3.8531	2.0213	20.8651
O	16.7313	10.3218	23.5103
O	1.328	7.9528	21.2165
O	5.9229	5.4341	18.1366
O	13.9874	3.6978	13.6113
O	7.9647	1.4635	18.208
O	9.1362	-1.3574	13.1872
H	9.9858	5.0319	9.2336

Results
free energy: -135753.304 eV
free energy less fixed offsets of H -15.97, O -568.88, Si -635.61 eV per atom: -2.004 eV

Forces (eV/angstrom), in the order of the atoms: element, x, y, z
Si	-0.0003	-0.0005	0.0063
Si	-0.0024	0.0054	0.0002
Si	-0.0004	0.0026	0.0054
Si	-0.004	0.0092	-0.0088
Si	-0.0016	0.0028	-0.0095
Si	-0.0006	0.0022	-0.0006
Si	-0.0065	-0.0013	-0.004
Si	0.002	-0.0033	0.0056
Si	0.0034	-0.0025	-0.0013
Si	-0.0031	-0.0048	0.0027
Si	0.0024	-0.0035	-0.0001
Si	0	0.0008	0.0023
Si	0.0011	0.0008	0.0053
Si	0.0018	-0.0055	-0.0008
Si	0.0032	0.0023	0.0028
Si	0.004	-0.001	-0.0018
Si	-0.0038	0	-0.0021
Si	-0.0001	0.0011	-0.0008
Si	0.0013	0	-0.0012
Si	0.0001	0.0034	-0.0007
Si	-0.0017	0	-0.0033
Si	-0.0012	0.0023	-0.0026
Si	0.0007	-0.0004	-0.004
Si	-0.0019	-0.0004	-0.0008
Si	-0.0626	0.1655	-0.0539
Si	0.1497	0.1432	-0.0607
Si	0.0538	-0.0079	-0.4006
Si	0.0781	-0.1079	0.1521
Si	-0.1088	-0.1892	-0.1514
Si	-0.0678	-0.3693	0.4043
Si	0.216	-0.1099	0.3267
Si	-0.1657	-0.0238	0.0021
Si	-0.051	-0.0568	-0.0098
Si	0.0037	-0.0041	-0.016
Si	-0.0333	-0.0576	-0.0258
Si	-0.0448	0.0322	0.0061
Si	-0.103	0.0561	0.0186
Si	-0.0193	-0.0248	-0.0203
Si	0.0448	0.1269	0.0155
Si	-0.0047	-0.0725	-0.0272
Si	0.0636	0.0281	0.001
Si	0.0399	-0.0142	-0.0231
Si	0.0184	0.004	-0.0195
Si	0.0807	-0.0358	-0.0264
Si	0.018	-0.0326	-0.0408
Si	-0.0314	0.0368	-0.0141
Si	-0.0078	-0.063	-0.0181
Si	-0.0439	0.006	-0.0134
Si	0.0156	-0.0602	-0.001
Si	-0.0124	-0.0042	0.0322
Si	-0.1436	0.049	0.0191
Si	0.0083	0.0064	0.0088
Si	-0.0325	0.0677	0.0161
Si	0.0135	0.0072	0.0091
Si	0.0149	-0.0295	0.0178
Si	-0.0082	0.042	0.0119
Si	-0.0493	0.0341	0.0343
Si	0.0724	0.0249	-0.0125
Si	0.086	-0.0066	0.0177
Si	-0.0958	-0.0461	0.0258
Si	0.0876	-0.0082	-0.0088
Si	-0.0156	0.0212	0.0052
Si	0.1415	0.1116	0.0282
Si	0.0238	-0.1146	0.001
Si	0.3288	0.5821	-0.1316
Si	0.0368	0.0375	0.6689
Si	-0.0973	-0.2818	-0.1314
Si	-0.2858	-0.4541	0.0822
Si	-0.1207	0.0475	0.1226
Si	-0.3576	-0.168	-0.3472
Si	0.4516	0.6128	-0.0969
Si	-0.121	0.0944	-0.3896
Si	0.0044	0.0007	-0.0014
Si	0.0007	-0.0041	0.0018
Si	0.0017	0.0029	0.0076
Si	0.0086	0.001	0.0094
Si	-0.0055	-0.0032	0.0041
Si	0.0011	0.0006	0.0053
Si	-0.0024	0.0024	0.0018
Si	-0.0029	-0.006	0.0054
Si	0.0031	-0.0004	-0.0014
Si	-0.0023	0.0008	-0.0061
Si	-0.0066	0.0022	-0.0035
Si	-0.0028	0.0022	0.0024
Si	-0.0001	-0.0041	-0.0027
Si	0.0004	0.0021	0.001
Si	0.0057	0.0087	0.001
Si	0.0014	-0.0002	-0.0019
Si	-0.0008	0.0027	-0.0029
Si	-0.0235	0.0253	0.0018
Si	0.0027	0.0018	-0.0057
Si	-0.0003	-0.006	0.0007
Si	0.0008	-0.0034	0.004
Si	0.0001	-0.0018	-0.0031
Si	-0.0057	-0.004	0.0097
Si	0.0057	-0.004	-0.0011
O	0.0018	-0.0031	0.0008
O	0.0022	-0.0044	0.0005
O	-0.0025	0.0006	-0.0011
O	0.0008	-0.0002	0.0011
O	0.0036	-0.0036	0.0013
O	0.0011	0.0008	-0.0006
O	-0.0022	0.0037	-0.0013
O	0.0255	-0.0197	0.0193
O	0.0005	0.0016	-0.0017
O	0.0014	-0.0018	-0.0005
O	-0.0085	0.0046	0.0005
O	0.0002	0.0042	-0.006
O	-0.0009	0.0001	0.0001
O	0.0004	-0.0011	0.0029
O	0.0091	-0.0095	-0.0161
O	-0.0001	0.0037	-0.0013
O	0.0015	0.0007	-0.0021
O	-0.0019	0.0018	0.0059
O	0.0012	-0.0018	0.0027
O	-0.0002	-0.0003	-0.002
O	0.0023	-0.0004	0.0004
O	-0.0018	0.0012	0.0068
O	-0.0008	-0.0005	0.001
O	0.0005	-0.0003	0.0011
Si	0.0003	-0.0002	0.0001
Si	-0.0004	0	-0.0015
Si	0.0014	0.0014	0.0018
Si	-0.0006	0.0001	0.0016
Si	0.0002	0.0011	0.0016
Si	0.0006	-0.0006	0.0009
Si	0.0017	-0.0013	0.0003
Si	-0.0004	-0.0019	-0.0006
Si	-0.0002	-0.0004	0.0014
Si	0.0004	-0.0001	-0.0014
Si	-0.0025	0.0035	0.0028
Si	0.0001	-0.0003	0.001
Si	-0.0005	0.0003	0.0014
Si	0	0.0001	-0.0011
Si	0.0012	0.0005	-0.0017
Si	0.0006	0.0005	-0.0006
Si	0.0008	0.0004	-0.0003
Si	-0.0028	0.0016	0.0058
Si	0.0001	0.0003	0
Si	0.0009	-0.0015	-0.0014
Si	0.0001	0.0003	-0.0009
Si	0.0011	0.0017	-0.0003
Si	0.0008	0.0002	-0.0002
Si	0.0005	0.0007	0.0014
Si	0.0019	-0.0094	-0.0095
Si	-0.0013	-0.0015	-0.0037
Si	0.0006	-0.0009	-0.0018
Si	0.001	0	0.0009
Si	0.0004	-0.0001	-0.0018
Si	-0.0016	-0.0018	0.0034
Si	0.0004	0.0001	-0.0015
Si	-0.0006	-0.0001	0.0007
Si	0.0004	-0.0001	-0.0009
Si	0.0001	0	0.0009
Si	0.0002	-0.0004	-0.0012
Si	0.0024	-0.0003	-0.0016
Si	0.0002	0.0001	-0.0006
O	0.0006	0.0004	0
O	0.0007	0.0001	-0.0005
O	0	0.0031	0.0019
O	-0.0004	-0.0019	-0.0028
O	0.0008	-0.0006	-0.0013
O	0.0003	0.0001	0.0004
O	0.001	0.0007	-0.0038
O	0.0006	0.0003	0.0006
O	0.0002	0.0001	-0.0003
O	0.0003	0.0004	-0.0003
O	0.0004	0	0.0002
O	0.0003	0.0005	0.0005
O	0.0003	0	0.0003
O	0.0002	0.0003	-0.0004
O	0.0009	0.0002	-0.0009
O	0.0013	-0.0001	-0.0006
O	-0.0008	0.0001	-0.0004
O	0.0003	0.0007	0.0006
O	0.0006	-0.0001	0.0005
O	0.0005	0.0001	-0.0003
O	0.0002	-0.0001	0.0007
O	0.0003	-0.0002	0.0003
O	0.0003	0.0003	0.0004
O	0.0009	-0.0003	-0.0025
O	0.0012	0.0003	0.0008
O	0.0003	-0.0002	0.0008
O	0.0006	0.0002	0.0004
O	0.001	0.0011	-0.0007
O	0.0001	0.0001	0.001
O	0.0006	-0.0001	0.0004
O	-0.0021	0.0025	-0.0003
O	0.0006	0.0004	0.0007
O	0.0005	-0.0001	0
O	0	-0.0001	0.0019
O	0.0009	-0.0002	-0.0009
O	0.0007	0.0001	0
O	-0.0001	-0.0005	-0.0004
O	0.0007	0	-0.0002
O	0.0006	0.0006	-0.0005
O	0.0007	-0.0002	0.0006
O	-0.0001	-0.0016	-0.0001
O	0.0004	0.0007	-0.0028
O	-0.0003	0.0001	0.0005
O	-0.0001	0.0004	0.0004
O	0.0002	-0.0007	-0.0009
O	0.0002	0.001	0.0007
O	0	0.0004	0.0007
O	0.0004	-0.0001	-0.0008
O	-0.0001	-0.0006	-0.0003
O	0.0005	0.0002	0.0001
O	0.0001	0.0006	0.0004
O	0.0009	0.0004	-0.0004
O	0.0003	0	0.0002
O	0.0047	0.0056	-0.0088
O	0.0002	0.0002	0.0002
O	-0.0007	0.0005	-0.0007
O	0.0001	0.0003	0.0007
O	0.0002	0.0001	0.0002
O	0.0007	0.0029	-0.0012
O	0	0.0002	0.0009
O	-0.0009	0.0012	0.0016
O	0.0018	-0.0015	0.0015
O	0.0008	0.0003	0.001
O	0.0001	0.0005	-0.0005
O	0.0002	-0.0002	0.0005
O	0.0008	0.0003	-0.0008
H	-0.0026	-0.0076	0.0087

The program warned: the cutoff lies below the one the program advises for these potential files; the exchange-correlation potential is rough where the density is thin.
